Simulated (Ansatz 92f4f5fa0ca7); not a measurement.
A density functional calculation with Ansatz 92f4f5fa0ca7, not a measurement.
Periodic cell of 237 atoms, Si147O90, from a study of silicon, its oxide and their interface. The atomic structure is a simulated model.
Doubt: the cutoff is far below the 930 eV that the study's wrapper takes by default for these files, so forces and energies are approximate.
This geometry differs little from another in the collection (a relaxation step or a small displacement).

Settings: functional PBE; potential files Ansatz PAW; basis plane waves; wave-function cutoff 580 eV; density cutoff ratio 5; exchange-correlation grid ratio 1; k mesh 1 x 1 x 1, Gamma-centred; self-consistency stop 5e-08 eV per atom in the density residual; occupations fixed; spin none; net charge 0.

Cell vectors (angstrom)
a	11.6015	0	0
b	0	10.938	0
c	0	0	32.0622

Atoms and the computed forces on them: element, x, y, z (angstrom), force x, y, z (eV/angstrom)
Si	-0.1946	-0.0642	23.2752	-0.0039	-0.0097	-0.0036
Si	3.6712	0.2023	23.1068	-0.0016	-0.003	-0.0067
Si	7.5525	-0.136	23.4495	0.0019	-0.0139	-0.002
Si	1.6875	1.3745	23.4208	0.0014	0.0095	-0.0015
Si	5.7362	1.4043	23.1895	-0.0006	0.0081	-0.0027
Si	9.443	1.2265	23.3643	-0.0006	0.0095	-0.0055
Si	0.1591	5.3126	23.4617	0.0028	0.0016	0.0027
Si	4.1236	5.295	23.399	-0.0076	0.0029	0.0085
Si	8.0339	5.609	23.5494	0.0036	0.0058	0.0025
Si	2.1586	6.5814	23.3715	0.0041	-0.0083	-0.0062
Si	5.9674	6.768	23.4845	0.0012	-0.0029	0.0013
Si	10.0104	6.8687	23.6048	-0.0086	-0.0007	0.0049
Si	1.9036	2.6649	25.3879	-0.0026	0.001	0.0095
Si	5.8347	2.6563	25.2519	-0.0033	0.0007	0.0114
Si	9.6291	2.6857	25.2644	0.0022	0.0058	0.0019
Si	11.5966	4.0051	25.3888	0	-0.0013	-0.0066
Si	3.8941	3.9712	25.3272	0.0081	-0.0022	-0.007
Si	7.7444	4.0954	25.3502	0.0008	-0.0081	-0.0122
Si	1.9728	8.1526	25.1899	-0.0019	-0.0013	-0.0033
Si	5.7759	8.1689	25.3695	0.0047	0.0001	-0.0082
Si	9.7107	8.2642	25.441	0.0048	0.0019	-0.0141
Si	11.6377	9.5628	25.2645	0.0019	-0.0024	0.0094
Si	3.8667	9.5883	25.0714	-0.0007	-0.0008	0.0094
Si	7.691	9.5216	25.4131	-0.0016	-0.0009	0.0065
Si	11.6485	-0.0097	27.2105	0.0053	0.0036	0.0015
Si	3.9037	-0.0519	27.1188	-0.0013	0.0007	0.006
Si	7.7612	-0.0209	27.2961	-0.0056	0.009	-0.0045
Si	1.9859	1.3129	27.2889	-0.0024	-0.0042	-0.0066
Si	5.833	1.3228	27.2018	0.0042	-0.0014	0.0003
Si	9.6944	1.333	27.2111	-0.0029	-0.0058	0.0031
Si	11.5905	5.4718	27.2389	-0.0003	-0.0043	-0.0029
Si	3.8476	5.4226	27.2187	0.0004	-0.0022	-0.0005
Si	7.7153	5.4645	27.2731	-0.0014	0.0038	-0.0017
Si	1.9372	6.8234	27.1711	0.0008	0.0072	0
Si	5.7619	6.7989	27.2792	-0.009	0.0023	-0.0031
Si	9.6549	6.8205	27.2986	0.0081	-0.0044	-0.0032
Si	1.944	2.7228	29.1901	0.0157	0.0001	-0.0021
Si	5.798	2.7231	29.1278	-0.0003	-0.0022	-0.0146
Si	9.6794	2.7273	29.1458	0.0098	0.0031	-0.016
Si	0.0125	4.0965	29.1629	-0.0077	0.0029	0.0092
Si	3.8666	4.0919	29.1729	-0.0098	-0.0042	0.008
Si	7.7359	4.0881	29.1859	-0.0075	-0.0047	0.0158
Si	1.9409	8.1896	29.1186	-0.0025	0.0024	-0.0004
Si	5.7964	8.1854	29.1889	-0.0127	0.0022	0.0214
Si	9.6734	8.1933	29.2181	-0.009	0.0079	0.0216
Si	0.0066	9.5583	29.1511	0.0035	-0.0086	-0.0148
Si	3.8741	9.5599	29.1098	0.01	-0.0128	-0.0275
Si	7.7353	9.5467	29.2118	0.0106	-0.0063	0.0011
Si	0.0021	0.0005	31.092	0.0008	0.007	0.0029
Si	3.8614	0.0049	31.0614	-0.0001	0.0135	0.0037
Si	7.7307	0.0091	31.1165	-0.0029	0	-0.0025
Si	1.9305	1.3704	31.1221	-0.0036	-0.0024	-0.0078
Si	5.7957	1.3702	31.0655	0.0055	-0.0013	0.0041
Si	9.6691	1.3654	31.0903	-0.0031	-0.0084	0.0068
Si	0.0109	5.4693	31.0947	0.0004	0.0044	0.0028
Si	3.8701	5.4759	31.1026	0.0032	0.0113	-0.0052
Si	7.7416	5.4662	31.1236	-0.0017	0.0081	0.0016
Si	1.9394	6.8441	31.0716	0.0003	-0.0102	-0.0004
Si	5.8053	6.8327	31.1212	0	-0.0028	-0.0062
Si	9.6786	6.8293	31.1464	0.0022	-0.0092	-0.0062
Si	1.9316	2.7528	0.9903	0.005	0.0009	0.0143
Si	5.7965	2.7506	0.9295	-0.0077	0.001	-0.0057
Si	9.6671	2.7368	0.9692	0.003	0.0056	0.0091
Si	-0.0102	4.1105	0.9642	-0.0113	-0.0003	-0.0129
Si	3.8656	4.1191	0.9803	0.0015	-0.0049	-0.0016
Si	7.7392	4.111	0.9985	0.0088	0.0038	0.001
Si	1.9314	8.2188	0.9454	0.0003	0.0043	-0.0133
Si	5.7966	8.2299	0.9699	0.0053	0.0024	-0.0083
Si	9.6694	8.2237	1.0078	-0.0057	0.0063	0.0037
Si	-0.0007	9.5929	0.9822	-0.0046	0.0009	0.0122
Si	3.8601	9.5944	0.9579	0.0015	-0.0054	0.0103
Si	7.7373	9.5833	0.9876	0.0024	-0.004	0.0035
Si	11.6101	0.0378	2.9225	-0.0009	0.0029	-0.0022
Si	3.8566	0.026	2.9141	-0.0042	0.0075	-0.0016
Si	7.7406	0.027	2.9061	0.004	0.0054	0.0003
Si	1.9351	1.4059	2.9322	-0.0003	-0.0039	-0.0016
Si	5.8114	1.3714	2.8362	0.0008	-0.0083	0.0036
Si	9.6615	1.3903	2.9231	0.0013	-0.0047	-0.001
Si	11.5666	5.5077	2.8714	-0.0033	-0.0016	0.0043
Si	3.8771	5.5021	2.9135	0.0036	-0.0015	0.0002
Si	7.7375	5.5185	2.9224	-0.0013	-0.0048	-0.0029
Si	1.914	6.828	2.8584	0.0017	0.0003	0.0072
Si	5.8092	6.8667	2.891	0.0024	0.0011	0.0045
Si	9.6609	6.9043	2.9737	-0.0019	0.0042	-0.0013
Si	1.9133	2.8374	4.8284	-0.0009	0.0028	-0.0008
Si	5.8366	2.7288	4.7469	-0.0009	0.005	-0.001
Si	9.5991	2.8015	4.8364	-0.0048	0.0021	-0.0045
Si	11.5416	4.1398	4.7832	0.0046	-0.0035	0.0021
Si	3.9191	4.1038	4.8266	-0.0048	-0.0061	0.0003
Si	7.7168	4.2099	4.8865	0.0042	-0.0005	-0.0003
Si	1.8881	8.1516	4.8011	-0.0004	0.004	0.0011
Si	5.8086	8.2641	4.7919	-0.002	0.001	0.0006
Si	9.6612	8.326	4.9136	0.0018	0.0023	-0.0004
Si	11.6329	9.6572	4.888	0.001	-0.0019	0.0001
Si	3.818	9.491	4.7896	0.0035	-0.0033	-0.0002
Si	7.7221	9.6825	4.8923	-0.0007	-0.0037	-0.0043
Si	11.5952	0.2345	6.7774	-0.0033	-0.0029	-0.0015
Si	3.7542	-0.0488	6.6569	-0.0102	-0.0059	-0.001
Si	7.7116	0.0604	6.9135	-0.0046	-0.0041	0.0055
Si	2.0467	1.5067	6.7624	0.005	0.0055	-0.0038
Si	5.7116	1.2796	6.6235	0.0061	0.0083	-0.0016
Si	9.644	1.5239	6.8332	0.0086	0.0058	-0.0015
Si	11.525	5.5025	6.7023	-0.0016	-0.0031	-0.0001
Si	3.9805	5.4352	6.7946	0.0026	0.0028	0.0044
Si	7.737	5.6735	6.8311	-0.0046	-0.0003	0.0016
Si	1.9742	6.6466	6.6527	-0.0009	0.004	-0.0039
Si	5.8109	6.9791	6.7504	0.0027	0.0018	-0.0019
Si	9.7534	7.043	6.9153	0.005	-0.0001	0.0015
O	9.9961	7.974	8.3045	-0.0005	0	-0.0007
O	7.6598	9.9386	8.2247	0.0001	0.0017	-0.0031
O	7.4015	4.7349	8.1681	0.0005	0.0014	0.0019
O	3.3776	10.3516	8.209	0.0015	-0.0004	0.0004
O	2.0319	7.5632	8.024	-0.0004	-0.0006	-0.0031
O	4.0011	4.5883	8.2511	-0.0003	0.0003	-0.0026
O	9.7794	2.4513	8.2222	-0.0021	0.0007	-0.0008
O	2.6128	2.3413	8.124	0.0027	0.002	0.0024
O	11.3868	4.5761	8.0731	-0.001	-0.0016	0.0002
O	5.3603	2.3731	7.8192	-0.0001	0.0008	-0.0015
O	5.8147	7.9836	8.0896	-0.0007	0.0006	-0.0006
O	11.3129	10.3161	8.1572	-0.0026	-0.0021	0.0026
O	11.2775	10.0854	21.7966	0.0019	0.0056	0.0055
O	3.2298	10.7138	21.5294	-0.0007	0.0028	0.0075
O	5.7741	7.7695	22.1644	0.0011	0.0058	-0.0022
O	4.2254	4.4493	21.9483	0.0007	-0.004	-0.0023
O	7.6802	9.6817	22.1932	0.0018	0.0062	0.0015
O	10.3216	7.673	22.1863	-0.0007	0.0043	-0.0024
O	1.6144	2.4008	22.1163	0.0023	-0.0069	0.0028
O	5.948	2.4368	21.8802	-0.0002	-0.0065	0.0024
O	8.4418	4.6997	22.2161	-0.0021	-0.0025	0.0014
O	-0.0735	4.4489	22.0392	0.0007	-0.0027	0
O	2.3416	7.3656	21.9267	-0.0008	-0.0024	-0.0058
O	9.1294	1.8817	21.868	-0.0001	-0.0028	0.0017
Si	1.9123	7.7887	9.608	0.0001	0.0018	0.0037
Si	5.0369	0.5801	17.6891	0.0011	-0.0008	-0.0007
Si	2.4899	5.4192	14.0192	-0.0013	0.0007	-0.0013
Si	10.5612	3.8627	14.0516	-0.0012	0.0004	-0.0004
Si	8.2783	2.3864	15.2624	0.0002	-0.0005	-0.0007
Si	9.5497	2.2427	20.3416	0.0002	0.0009	-0.0017
Si	10.5073	3.6514	9.0772	-0.0001	0.0014	0.0012
Si	0.0324	2.316	11.5685	-0.0011	-0.0001	-0.0002
Si	11.0228	8.135	15.3975	-0.0005	0.0006	-0.0013
Si	5.1638	6.9337	13.9912	-0.0001	-0.0005	-0.0003
Si	5.7521	2.6172	11.1192	0.0015	0.0017	0.0015
Si	8.582	7.6661	19.3919	-0.0006	-0.002	-0.0013
Si	8.1198	4.8442	20.63	-0.0002	0.0002	-0.001
Si	5.9184	9.5866	15.2038	-0.001	-0.0007	-0.0005
Si	2.1134	7.6344	20.3427	-0.0037	0.0027	0.0051
Si	1.9259	4.8901	18.7882	-0.0011	-0.0017	-0.0007
Si	4.4954	3.4423	18.0156	-0.0009	0.0007	-0.0005
Si	8.5041	8.9253	16.8195	-0.0002	0.001	-0.0003
Si	0.8293	9.4811	13.3015	-0.0008	0.0004	-0.0011
Si	9.9092	10.653	11.7249	0.0008	0	-0.0004
Si	5.353	3.7054	21.0169	-0.0022	0.0051	-0.0021
Si	0.5858	5.5237	16.262	-0.0005	-0.0015	-0.0014
Si	10.7812	9.1519	9.149	-0.0007	0.0011	0.0002
Si	6.5659	8.8929	21.2909	-0.0053	-0.0037	0.0011
Si	7.1173	7.1092	11.4884	0.0004	0.0023	0.0013
Si	2.6741	0.7357	12.2175	-0.0005	-0.0003	0.0002
Si	10.891	8.6803	21.0439	0.0045	-0.0072	-0.0017
Si	6.0368	4.3261	15.6346	-0.0004	0.001	-0.0012
Si	7.0842	0.4895	12.9783	0.0012	-0.0001	-0.0002
Si	4.0587	2.9809	8.5943	-0.0032	-0.0039	0.0017
Si	0.878	6.7418	11.8954	0.0004	0.0006	0.0029
Si	6.5712	9.0491	9.0789	0.0006	-0.0003	0.0031
Si	0.6667	3.2882	21.145	-0.0044	0.0055	-0.0041
Si	9.8003	6.5093	12.8924	-0.0028	0.0008	0.0003
Si	7.7158	4.5374	9.7524	0.001	0.0002	0.0012
Si	3.9854	10.0713	20.2189	0.0042	-0.0049	-0.0031
Si	4.2618	3.038	13.5303	-0.0001	-0.0008	-0.0007
Si	3.8555	10.0132	9.7384	-0.001	-0.0014	0.0021
Si	8.0562	0.7786	18.0353	-0.0002	-0.0002	-0.0016
O	11.5071	3.2264	12.9019	-0.0005	0.0014	0.0004
O	9.3405	4.4744	9.8856	0.0008	-0.0002	0
O	8.8058	3.603	19.8572	0.0001	-0.0011	0.0013
O	4.0364	-0.0597	18.8103	-0.0009	-0.0002	0.0006
O	11.3279	4.5375	15.3106	-0.0006	-0.0002	0.0005
O	9.8529	9.7956	10.3285	-0.0015	0.0006	-0.0002
O	3.7659	1.5337	13.1376	0.0005	0.0008	-0.0003
O	0.6514	9.0615	14.8681	0.0002	-0.0002	0.0008
O	6.4743	0.9761	18.3828	0.0001	-0.0001	0
O	4.7579	3.1679	19.6069	-0.0007	-0.001	0.0008
O	6.2514	1.1832	11.7475	0	0	0
O	0.5412	8.6345	9.8724	0.0035	0.0005	-0.0003
O	5.643	4.3183	17.2289	-0.001	-0.0003	0.0004
O	8.4433	7.2038	12.4002	0.0008	-0.0001	0.0007
O	4.4086	2.6339	10.1563	0.0003	0.0015	-0.0005
O	2.07	5.6509	15.5755	-0.001	-0.0006	0.0002
O	3.3756	0.0667	10.9173	0.0001	0.0012	-0.0002
O	5.8877	7.2214	12.5509	-0.0001	-0.0007	0.0002
O	2.3052	6.3522	19.3767	0.0001	0.0012	0.0013
O	0.6516	4.9372	17.776	0	0	-0.0007
O	8.4137	10.6908	12.3741	-0.0012	0.0009	0.0009
O	5.4753	10.072	9.7059	0.0005	0.0016	-0.001
O	0.5966	8.1923	20.2051	-0.0013	-0.0009	0.0002
O	9.7681	2.6059	14.6897	-0.0016	0.0007	-0.0014
O	2.0009	10.5912	13.2233	0.0005	-0.0001	0.0003
O	9.9443	9.1062	16.1043	0	0.0001	0.0011
O	6.1456	10.3543	13.777	0.0002	-0.0003	-0.0002
O	7.4633	1.5961	14.1062	-0.0022	0.0001	0.0012
O	1.6473	3.9198	20.0402	0.0007	0.0008	0.0008
O	5.9038	5.7916	14.9185	-0.0002	-0.0008	0.0004
O	7.339	8.9434	15.696	0.0001	0.0005	0.0002
O	1.5096	1.6713	11.6049	-0.0003	0.0003	-0.0003
O	7.2012	8.2884	10.3676	-0.0007	0.0007	-0.0011
O	4.3241	1.9886	17.2811	0.0004	-0.0005	-0.0007
O	7.0357	3.1636	10.2858	-0.0001	0.0007	0
O	11.5445	7.0089	16.4393	0.0004	0.0005	-0.0003
O	8.2824	10.1381	17.8455	-0.0001	0.0012	-0.0012
O	3.2639	8.5396	10.1062	-0.0015	0.0004	-0.0016
O	7.585	3.8392	15.5201	-0.001	-0.0005	0.0009
O	3.138	4.3041	17.8972	-0.0002	-0.0018	0
O	2.9017	3.89	13.7007	-0.0001	0.0003	-0.0004
O	1.3347	8.2025	12.4458	-0.0003	-0.0003	0.0006
O	1.2084	5.6763	13.0632	-0.0003	0.0008	0.0005
O	4.9746	8.303	14.8637	0	0.0008	0.0001
O	11.1719	2.3912	20.3332	0.0005	-0.0017	0.0024
O	10.9784	9.9905	12.7585	0.0013	0.0002	0.0014
O	5.2893	3.5768	12.3666	0.0003	-0.0001	-0.0001
O	5.0854	3.198	14.9206	-0.0003	-0.0004	0.0003
O	6.4886	4.8012	20.5599	-0.0007	-0.0018	-0.0006
O	8.3988	1.5629	16.6551	0.0009	0.0009	0.0006
O	10.4094	1.2417	11.4585	0.0004	0.0007	0
O	10.8727	6.613	11.6593	-0.0002	0.001	-0.0008
O	3.2519	8.6771	19.8486	-0.0006	0.0004	0
O	1.7147	6.4403	10.52	-0.0002	-0.001	-0.0013
O	7.1652	8.1922	19.9719	0.0008	-0.0005	0.0007
O	8.4978	7.5836	17.7599	-0.0005	-0.0015	-0.0005
O	3.6755	6.4297	13.6084	0.0003	-0.0006	0.0006
O	9.5654	4.9612	13.3521	0.001	0.0011	-0.0002
O	5.5184	9.9889	20.7459	-0.0013	0.0003	0.001
O	10.3306	7.3688	14.1509	0.0003	-0.0008	-0.001
O	8.7859	6.1627	19.9681	-0.0001	-0.0001	-0.0002
O	7.0717	5.7112	10.6642	0.0007	-0.0005	0.0007
O	5.2642	10.5431	16.3772	0	0.0002	-0.0003
O	9.0518	1.1449	19.2617	-0.0004	-0.002	0.0003
O	11.5758	3.1658	10.1883	0.0008	0.0001	0.0001
O	9.74	8.7074	19.8905	-0.002	0	0

Results
free energy: -144632.462 eV
free energy less fixed offsets of O -568.88, Si -635.61 eV per atom: 1.408 eV

The program warned: the cutoff lies below the one the program advises for these potential files; the forces do not sum to zero within the program's tolerance; the exchange-correlation potential is rough where the density is thin.
